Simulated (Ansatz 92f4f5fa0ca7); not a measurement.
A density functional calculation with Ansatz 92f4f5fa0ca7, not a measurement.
Periodic cell of 237 atoms, Si147O90, from a study of silicon, its oxide and their interface. The atomic structure is a simulated model.
Doubt: the cutoff is far below the 930 eV that the study's wrapper takes by default for these files, so forces and energies are approximate.

Settings
functional: PBE
potential files: Ansatz PAW
basis: plane waves
wave-function cutoff: 580 eV
density cutoff ratio: 5
exchange-correlation grid ratio: 1
k mesh: 1 x 1 x 1, Gamma-centred
self-consistency stop: 5e-08 eV per atom in the density residual
occupations: fixed
spin: none
net charge: 0

Cell vectors (angstrom)
a	11.6015	0	0
b	0	10.938	0
c	0	0	32.8176

Atoms and the computed forces on them: element, x, y, z (angstrom), force x, y, z (eV/angstrom)
Si	-0.109	-0.032	24.1022	0.1059	-0.3469	-0.2839
Si	3.711	-0.181	24.2432	-0.0673	-0.4424	-0.1113
Si	7.4746	0.0966	23.9792	-0.0301	-0.4386	-0.1887
Si	1.8714	1.2421	24.1957	-0.0363	0.2955	-0.1788
Si	5.4556	1.3282	23.9956	-0.0495	0.2335	-0.343
Si	9.5406	1.2999	24.0627	0.0285	0.3935	-0.2314
Si	-0.1877	5.5045	23.9432	0.2023	-0.4382	-0.2038
Si	3.6275	5.2333	24.1795	-0.0125	-0.4069	-0.1455
Si	7.4297	5.4723	24.0505	0.0165	-0.3494	-0.3357
Si	1.8362	6.7087	24.1123	-0.0587	0.2725	-0.255
Si	5.427	6.7218	24.1436	-0.0303	0.2857	-0.2923
Si	9.3639	6.7792	24.0319	-0.1795	0.3021	-0.3031
Si	1.7444	2.6868	26.0672	0.0373	0.2028	0.0625
Si	5.6387	2.6272	25.9784	0.049	0.2272	0.2509
Si	9.5247	2.6784	25.999	-0.008	0.2856	0.1923
Si	-0.1675	4.1532	25.9692	0.0146	-0.2262	0.1072
Si	3.7146	3.9828	26.1228	-0.0241	-0.2108	0.0943
Si	7.5471	4.0406	25.9563	0.0471	-0.1659	0.1285
Si	1.7822	8.0904	26.0435	0.0475	0.2578	0.1401
Si	5.6761	8.1356	26.0411	0.0329	0.2504	0.137
Si	9.5004	8.1778	25.9632	0.1411	0.311	0.1675
Si	-0.1206	9.5288	26.0186	-0.043	-0.2068	0.1978
Si	3.7256	9.4502	26.1535	0.0541	-0.1857	0.0322
Si	7.5684	9.6343	25.9668	0.0359	-0.2409	0.1028
Si	-0.0911	-0.0406	27.9717	-0.0134	0.132	-0.0293
Si	3.7799	-0.0081	28.0018	0.0116	0.0586	-0.0946
Si	7.663	-0.0256	27.9745	-0.0206	0.1202	-0.084
Si	1.8281	1.3428	28.005	-0.0548	-0.0918	-0.0408
Si	5.7297	1.3421	27.9762	-0.0042	-0.1093	-0.0883
Si	9.5909	1.3647	27.9819	-0.0124	-0.0827	-0.0821
Si	-0.0959	5.4467	27.9705	-0.0335	0.1041	-0.088
Si	3.8014	5.4524	27.9903	-0.03	0.0739	-0.1238
Si	7.6635	5.4127	27.9384	0.0104	0.1067	-0.0414
Si	1.8483	6.7965	28.008	-0.0409	-0.1004	-0.0756
Si	5.7516	6.8057	27.9922	0.021	-0.0912	-0.0556
Si	9.575	6.8399	27.9556	-0.0139	-0.0874	-0.0865
Si	1.9336	2.7345	29.9184	-0.1061	-0.0191	-0.0065
Si	5.8008	2.7345	29.9184	-0.0718	-0.0473	-0.1587
Si	9.6679	2.7345	29.9184	-0.0459	-0.0389	0.0223
Si	0	4.1018	29.9184	-0.1492	-0.0762	-0.0639
Si	3.8672	4.1018	29.9184	-0.0246	-0.06	0.0374
Si	7.7343	4.1018	29.9184	-0.0174	-0.1068	-0.147
Si	1.9336	8.2035	29.9184	-0.0768	-0.0561	-0.0172
Si	5.8008	8.2035	29.9184	-0.0099	-0.0485	-0.0612
Si	9.6679	8.2035	29.9184	-0.1182	-0.0464	-0.1002
Si	0	9.5708	29.9184	-0.1084	-0.1525	0.0053
Si	3.8672	9.5708	29.9184	-0.1043	-0.0547	0.0982
Si	7.7343	9.5708	29.9184	-0.023	-0.11	0.0034
Si	0	0	31.852	-0.0194	0.1515	0.0792
Si	3.8672	0	31.852	0.0186	0.0114	0.0463
Si	7.7343	0	31.852	0.0075	0.1481	0.0754
Si	1.9336	1.3673	31.852	-0.0087	-0.0026	-0.0417
Si	5.8008	1.3673	31.852	0.0008	-0.0098	-0.0873
Si	9.6679	1.3673	31.852	-0.0049	-0.0189	-0.0655
Si	0	5.469	31.852	-0.0143	0.0241	-0.0616
Si	3.8672	5.469	31.852	-0.0043	-0.0351	-0.0704
Si	7.7343	5.469	31.852	0.024	0.0991	-0.0292
Si	1.9336	6.8362	31.852	-0.0008	-0.0216	0.0188
Si	5.8008	6.8362	31.852	-0.0124	-0.0808	0.0517
Si	9.6679	6.8362	31.852	0.0189	-0.1382	0.0245
Si	1.9336	2.7345	0.9679	0.0449	0.0006	0.092
Si	5.8008	2.7345	0.9679	0.1129	0.0675	-0.2371
Si	9.6679	2.7345	0.9679	0.0937	-0.098	-0.0144
Si	0	4.1018	0.9679	-0.0258	0.0935	-0.0056
Si	3.8672	4.1018	0.9679	0.093	0.0489	-0.1483
Si	7.7343	4.1018	0.9679	0.072	0.0927	0.279
Si	1.9336	8.2035	0.9679	0.0165	0.2251	-0.2589
Si	5.8008	8.2035	0.9679	0.149	0.1741	0.0518
Si	9.6679	8.2035	0.9679	0.023	0.1245	0.0618
Si	0	9.5708	0.9679	0.0651	-0.0266	0.3011
Si	3.8672	9.5708	0.9679	0.0656	-0.061	-0.1085
Si	7.7343	9.5708	0.9679	0.1444	-0.1044	0.1463
Si	0.0911	-0.0479	2.9875	0.0496	0.1308	0.0681
Si	3.957	0.0052	2.8801	0.0054	0.0602	0.0758
Si	7.8252	-0.0522	2.9599	0.0481	0.0776	-0.0936
Si	2.0091	1.356	2.8942	-0.0074	-0.1381	0.1283
Si	5.9246	1.3251	2.8283	0.0354	-0.1546	0.1918
Si	9.7458	1.3571	2.9016	0.0113	-0.1638	0.2038
Si	0.0552	5.5219	2.8715	-0.0155	0.1507	0.1531
Si	3.9361	5.5675	2.81	0.1442	0.1507	0.0706
Si	7.8134	5.5043	2.9257	0.0436	0.0906	0.0309
Si	1.9873	6.8817	2.8801	-0.0483	-0.0768	-0.0533
Si	5.8945	6.8923	2.93	0.0236	-0.0368	0.0126
Si	9.7242	6.929	2.9659	-0.0527	-0.1086	0.0433
Si	2.1298	2.8053	4.7617	-0.0088	0.1712	-0.0711
Si	5.9883	2.7553	4.6694	-0.0591	0.0858	-0.1903
Si	9.8072	2.8064	4.7839	0.05	0.2106	-0.2345
Si	0.1706	4.1466	4.7775	-0.0518	-0.2024	-0.109
Si	4.071	4.114	4.5972	0.1226	-0.2366	-0.0331
Si	7.8844	4.2197	4.9256	-0.0343	-0.0235	0.0098
Si	2.1506	8.1009	4.8797	0.0796	0.055	-0.1132
Si	5.9311	8.1848	4.9487	-0.0731	0.2299	-0.2141
Si	9.7749	8.309	4.9735	0.0871	0.1744	-0.287
Si	0.2025	9.5576	5.0508	-0.233	-0.284	-0.1921
Si	4.0249	9.5917	4.8243	0.0225	-0.2644	-0.1301
Si	7.7951	9.7276	5.0737	-0.1506	-0.1519	-0.0861
Si	0.2089	0.2582	6.8073	0.6009	0.02	0.6154
Si	4.0729	0.062	6.7167	-0.1309	-0.4019	0.321
Si	7.7392	0.4927	6.9415	0.2067	-0.2812	0.7193
Si	2.2134	1.4508	6.6693	-0.3212	0.1701	0.033
Si	5.655	1.8441	6.798	0.0501	0.4867	-0.2925
Si	9.8494	1.5425	6.7432	-0.4607	0.5444	0.081
Si	0.3275	5.4765	6.7132	0.2497	-0.5268	0.0385
Si	4.4844	4.8211	6.7599	-0.0398	-0.2062	-0.521
Si	7.983	5.6902	6.9588	0.2116	-0.1708	0.4268
Si	2.5129	6.3951	6.6282	-0.2272	0.3251	0.6346
Si	5.877	6.7455	6.8719	0.0895	0.2654	0.3621
Si	10.0777	6.9154	6.8374	-0.0717	0.3786	0.3453
O	4.0255	9.9708	8.0571	0.0219	0.0429	-0.1254
O	1.4481	0.6629	13.4102	-0.0134	0.0363	-0.0394
O	5.0588	3.3487	7.4837	-0.0453	-0.0719	-0.005
O	12.2159	11.0525	8.4914	-0.3365	-0.0141	-0.2098
O	5.3813	7.6562	8.2256	0.2479	-0.2494	-0.341
O	9.9164	2.676	7.9868	0.014	-0.2145	-0.1936
O	7.8667	4.8067	8.3798	-0.127	0.1117	-0.4289
O	-0.8155	6.3883	15.6371	-0.0716	-0.0007	-0.0497
O	0.3097	4.4957	8.0713	0.0266	0.1506	-0.2076
O	7.852	10.6051	8.4092	-0.1696	0.1965	-0.5213
O	2.7472	7.5648	7.808	-0.1047	-0.0591	-0.1463
O	10.5476	7.9446	8.0932	-0.1258	-0.2327	-0.4586
O	2.1977	14.0365	13.9142	0.0047	0.0644	-0.0454
O	11.6387	4.3396	22.7226	-0.0221	0.3616	0.4306
O	7.3375	4.6735	22.5675	-0.1156	0.0986	0.4977
O	4.9977	7.6051	22.7676	0.2592	-0.0964	0.2015
O	2.2596	12.6801	18.2337	0.0509	-0.0014	0.0356
O	4.9189	2.122	22.5878	0.3154	-0.1528	0.3733
O	2.211	2.1001	22.7935	-0.1713	-0.0606	0.1941
O	9.7076	2.4291	22.8355	-0.0975	-0.1898	0.2274
O	7.2449	9.8781	22.7736	-0.0789	0.3111	0.3668
O	3.5812	4.3991	22.7094	0.0439	0.0824	0.1983
O	1.2591	10.5466	16.9792	0.017	0.0639	-0.0292
O	8.907	7.7032	22.6964	0.0734	-0.2111	0.2205
Si	4.5725	3.8667	16.9856	-0.0246	0.1017	0.0811
Si	2.1383	-2.6111	10.9551	-0.032	0.0962	0.3118
Si	6.2508	10.3616	15.0166	-0.0487	0.0155	0.0629
Si	1.2806	8.9785	17.3243	-0.0454	-0.0151	0.062
Si	10.8634	1.257	19.7791	-0.1233	-0.0602	-0.4003
Si	-5.998	6.548	17.5303	-0.0016	-0.0017	0.0697
Si	13.9852	11.1605	12.1427	0.0629	-0.1034	0.1862
Si	1.2629	12.3245	9.3543	0.1122	-0.2234	0.1162
Si	-2.2152	5.7099	15.1989	0.0144	-0.0653	0.0359
Si	-3.995	7.9219	13.9963	0.0489	-0.0319	-0.0764
Si	7.8451	2.012	11.4899	-0.0817	-0.0237	0.153
Si	-0.749	18.547	19.2701	0.0274	-0.1397	-0.3403
Si	8.0971	2.1649	19.3043	0.0953	0.0024	-0.2514
Si	4.8425	7.8842	14.7042	0.006	-0.0667	0.1137
Si	19.5709	15.4678	21.0841	0.0763	0.0788	-0.5329
Si	8.5719	7.5591	11.0736	0.032	-0.0396	0.0691
Si	0.7904	6.5434	15.7356	0.0429	0.0323	0.1818
Si	2.5765	-4.5118	13.2758	-0.0764	0.0691	-0.061
Si	6.319	12.4588	17.0981	0.0582	0.0322	0.1611
Si	3.2303	-3.3136	19.2641	-0.1353	-0.2231	-0.3454
Si	11.0059	9.6505	21.3108	0.0064	-0.0204	-0.6002
Si	8.1647	-2.0322	21.8655	0.1746	-0.1253	-0.5023
Si	-2.9469	14.1767	16.5772	0.0032	-0.0275	0.1741
Si	3.6355	8.3647	22.25	0.0412	0.0821	-0.1818
Si	1.0302	2.0308	14.2033	0.002	-0.1511	0.1175
Si	20.1584	-0.656	9.8339	0.0503	-0.1119	0.4522
Si	9.7555	13.9747	13.8928	0.0289	-0.0086	0.096
Si	2.5936	3.0968	19.0905	-0.1995	0.1159	-0.2593
Si	3.6226	3.8344	14.0169	-0.0073	-0.0743	0.0894
Si	22.2096	3.4006	21.8806	-0.0538	-0.112	-0.5039
Si	12.6291	12.1145	17.304	-0.0026	-0.0686	0.0159
Si	10.881	8.4753	9.592	-0.1043	-0.1004	0.6194
Si	3.9491	-2.5393	8.5371	-0.1065	0.1081	0.1492
Si	10.9167	3.5524	8.9416	-0.0999	0.0286	0.351
Si	5.2396	1.4433	12.8945	-0.079	-0.106	-0.0698
Si	8.4014	4.7077	9.9109	0.0027	0.1484	0.3712
Si	7.7538	7.2559	19.4765	0.1523	-0.0419	-0.3306
Si	3.5106	2.8577	22.1485	-0.0854	0.0161	-0.2642
Si	1.1052	5.5252	18.6553	-0.0915	-0.0157	-0.0395
O	24.0628	-13.4096	9.9513	0.0192	0.0074	-0.1589
O	7.2105	2.5788	16.2362	0.0068	-0.0134	-0.0397
O	11.7829	-8.4262	9.8491	-0.054	-0.0219	-0.1097
O	11.5495	-0.1364	20.278	0.0069	-0.0484	0.3165
O	-2.0462	4.6823	13.911	0.0186	-0.0084	-0.0731
O	10.1536	7.4919	10.6856	0.0804	0.0624	-0.1957
O	-3.8007	3.3598	10.5802	0.003	0.0173	-0.1491
O	1.387	16.9484	14.3182	0.0582	-0.0119	-0.0814
O	2.2609	2.0967	8.2457	0.0483	-0.0219	-0.1924
O	9.2601	7.7035	19.0868	-0.1219	0.037	0.1361
O	0.0197	9.849	22.7911	0.0628	0.1218	0.4577
O	2.1175	6.4642	19.5178	0.0789	0.0967	0.1226
O	-5.5323	7.4409	13.709	-0.0005	0.021	-0.0059
O	-0.3345	2.5866	13.506	-0.0196	0.0479	-0.0604
O	8.4815	-3.0675	12.6523	0.0142	0.0269	-0.04
O	3.5955	8.4097	20.626	0.0648	0.1043	0.3445
O	-0.2261	8.1698	20.7184	0.0119	0.0874	0.2852
O	4.8164	13.8217	13.497	0.0543	0.0311	-0.0028
O	3.2921	2.7956	20.5231	0.1212	0.0205	0.419
O	3.5485	-2.5859	10.1234	0.1096	0.0271	-0.1966
O	8.4694	11.5964	10.8124	0.0013	-0.0222	-0.1862
O	-0.3168	1.4323	18.2017	-0.0361	-0.0015	0.1815
O	6.9686	7.2711	18.0455	-0.0117	0.0172	0.0606
O	-2.6688	2.9855	18.1542	-0.0323	0.0196	0.0002
O	3.5522	4.0836	18.2233	0.0207	-0.0716	0.0093
O	5.7895	15.8636	17.3131	-0.0559	-0.0152	-0.0274
O	7.9566	17.0162	10.719	-0.0067	-0.0688	-0.2033
O	3.6348	-1.0385	22.8024	0.0204	0.0636	0.1445
O	9.5937	4.4367	21.1303	0.1492	0.049	0.2192
O	1.3238	-5.263	17.0305	-0.0148	0.0036	-0.1088
O	12.5027	12.805	15.8287	-0.0004	0.0518	-0.05
O	10.1599	9.9418	9.7675	0.0731	0.0925	-0.2336
O	-4.745	12.2965	18.6322	-0.0306	0.0397	-0.0498
O	-1.9842	2.5365	15.4566	-0.0387	0.0239	-0.0433
O	8.3209	6.9044	15.0146	0.0173	-0.0231	0.0523
O	3.5423	-5.8041	13.0411	-0.0115	0.0446	-0.0126
O	15.5172	4.2765	15.5571	0.0176	-0.0095	-0.0484
O	9.3914	9.8106	21.3006	-0.1617	0.1472	0.2195
O	6.3782	10.9517	16.5216	0.0001	-0.0204	-0.0212
O	4.5371	6.8646	18.7031	-0.021	0.0499	0.0912
O	10.0285	4.5166	9.9208	0.1489	-0.0235	-0.2116
O	-0.3903	16.9758	19.0474	0.029	0.0566	0.0672
O	1.2237	14.9327	19.1731	0.1168	-0.0553	0.0166
O	-0.0644	8.5502	18.1345	-0.0134	0.0359	0.0504
O	-2.9225	2.3468	12.8695	0.0298	0.0337	-0.0486
O	4.8687	2.2521	17.0172	0.0461	-0.0205	-0.0065
O	2.6445	8.6821	18.1682	0.0687	0.0192	0.0579
O	13.7721	-1.3768	12.0136	-0.0209	-0.0448	-0.0818
O	7.5968	16.7008	20.0944	-0.0276	-0.1394	0.2576
O	6.1208	0.6691	14.009	0.0342	0.0101	-0.012
O	11.3622	2.4623	20.7679	0.0057	0.0881	0.3188
O	-2.3725	1.1678	19.9057	0.027	0.031	0.1111
O	13.8839	7.5991	22.7629	-0.1984	-0.0666	0.2033
O	-2.8422	4.8453	16.4256	0.0182	-0.0077	-0.0303
O	1.2384	8.1046	15.9437	0.0147	-0.072	-0.1143
O	2.011	6.9561	11.8423	0.0236	-0.0157	-0.017
O	4.8814	-1.4464	14.946	-0.0231	-0.0165	-0.0173
O	7.5447	9.4288	14.6421	0.0035	0.014	0.0172
O	5.0519	-3.7816	16.1366	-0.0288	0.0185	-0.0539
O	3.9496	11.5158	12.4306	-0.0091	0.0279	-0.0065
O	17.861	1.6781	11.6654	0.0577	0.0372	-0.0121
O	3.4399	7.5913	13.9934	-0.0231	0.026	-0.0028
O	19.4625	8.8648	10.3494	-0.0583	0.0863	-0.1044
O	-4.3391	8.3245	20.62	0.036	0.1165	0.3458
O	7.424	3.1467	20.4103	-0.0499	-0.0029	0.1728
O	13.5993	11.8527	10.721	-0.1204	0.0759	-0.3928

Results
free energy: -144629.282 eV
free energy less fixed offsets of O -568.88, Si -635.61 eV per atom: 4.588 eV

The program warned: the cutoff lies below the one the program advises for these potential files; the forces do not sum to zero within the program's tolerance; the exchange-correlation potential is rough where the density is thin.
